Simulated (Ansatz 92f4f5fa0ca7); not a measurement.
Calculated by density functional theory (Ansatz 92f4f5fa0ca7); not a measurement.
Periodic cell of 225 atoms, Si132O91B2, from a study of silicon, its oxide and their interface. The atomic structure is a simulated model.
Doubt: the cutoff is far below the 930 eV that the study's wrapper takes by default for these files, so forces and energies are approximate.
This geometry differs little from another in the collection (a relaxation step or a small displacement).

Settings: functional PBE; potential files Ansatz PAW; basis plane waves; wave-function cutoff 580 eV; density cutoff ratio 5; exchange-correlation grid ratio 1; k mesh 1 x 1 x 1, Gamma-centred; self-consistency stop 5e-08 eV per atom in the density residual; occupations fixed; spin none; net charge 0.

Cell vectors (angstrom)
a  10.938  0  0
b  0  10.938  0
c  0  0  31.9494

Atoms and the computed forces on them: element, x, y, z (angstrom), force x, y, z (eV/angstrom)
B  11.0528  -0.5193  24.6013  -0.0083  0.0006  0.0002
Si  5.1501  0.219  24.6861  0.0096  0.0108  -0.008
Si  2.7833  2.2426  24.554  0.0007  -0.0007  -0.0096
B  8.0946  3.0233  24.8272  0.0121  -0.0184  0.0088
Si  10.6799  5.5719  24.3659  0.0035  0.0013  0.0028
Si  5.1248  5.5863  24.4971  -0.0058  0.0084  0.0129
Si  3.0229  7.9829  24.464  -0.0073  0.0009  0.0094
Si  8.4454  7.8541  24.4331  0.0226  -0.0017  -0.0235
Si  1.2151  0.9614  25.7249  0.003  -0.0003  -0.0007
Si  6.9055  1.5105  25.6859  -0.0025  0.0014  -0.0016
Si  3.9439  3.9798  25.7779  -0.0002  0.0043  0.0018
Si  9.5982  3.9675  25.8212  -0.0077  -0.0027  -0.0034
Si  1.3269  6.8059  25.6885  0.0147  0.0012  -0.004
Si  6.8284  6.7084  25.7553  -0.0169  -0.009  0.0076
Si  4.0642  9.5253  25.9701  -0.0049  -0.0168  0.0007
Si  9.5755  9.527  25.7135  -0.0013  0.0047  0.0045
Si  2.6362  -0.1221  27.2782  -0.0009  0.0005  0.0006
Si  8.1872  0.0079  27.0625  -0.0082  -0.0076  -0.0032
Si  0.0417  2.5674  27.1141  0.0026  0.0055  0.001
Si  5.4466  2.7292  27.1445  -0.0012  -0.0068  0.0032
Si  2.6511  5.4231  27.1281  -0.0028  0  -0.0031
Si  8.2054  5.3783  27.169  0.0087  0.0058  0.0066
Si  -0.0077  8.1691  27.1358  -0.0075  -0.0048  -0.0002
Si  5.5271  8.1364  27.1769  0.0019  0.003  -0.0008
Si  4.0775  1.3297  28.5078  0.0012  0.0078  0.0071
Si  9.5438  1.3232  28.5061  0.0026  -0.0016  0.0084
Si  1.3438  4.0234  28.5039  0.0009  -0.0011  0.0024
Si  6.8081  4.0711  28.5448  -0.0053  0.0045  -0.0019
Si  4.0844  6.7845  28.496  -0.0015  0.0003  0.002
Si  9.5565  6.7989  28.5045  -0.0051  0.0009  0.0051
Si  1.3002  9.4824  28.6156  0.005  0.0001  -0.0035
Si  6.8606  9.5692  28.4979  0.0049  0.0011  0.0019
Si  -0.0248  -0.0079  29.9137  -0.0015  0.006  0.0057
Si  5.4735  -0.0124  29.8796  -0.0023  -0.0027  -0.0013
Si  2.7481  2.7232  29.8918  0.0018  -0.0051  -0.0023
Si  8.2008  2.7191  29.8896  0.0039  -0.0008  0.0044
Si  0.001  5.4408  29.8777  -0.0002  0.0024  -0.0022
Si  5.4608  5.4612  29.8982  0.0031  0  0.0013
Si  2.7506  8.1646  29.9077  0.0033  -0.0014  0.0031
Si  8.2164  8.2009  29.8824  0.0004  -0.0034  -0.0036
Si  1.3673  1.3673  31.2657  0.0788  0.0396  -0.0982
Si  6.8362  1.3673  31.2657  0.0321  -0.0539  -0.0829
Si  4.1018  4.1018  31.2657  -0.0282  -0.065  0.0118
Si  9.5708  4.1018  31.2657  -0.0822  -0.0995  -0.0951
Si  1.3673  6.8362  31.2657  0.043  -0.2757  -0.052
Si  6.8362  6.8362  31.2657  0.0459  0.1023  -0.1575
Si  4.1018  9.5708  31.2657  0.0726  -0.0627  -0.1054
Si  9.5708  9.5708  31.2657  -0.1526  -0.1206  0.1294
Si  2.7345  0  0.6835  0.0201  0.0876  0.0393
Si  8.2035  0  0.6835  -0.0369  0.0439  -0.0678
Si  0  2.7345  0.6835  0.0592  0.0943  0.0723
Si  5.469  2.7345  0.6835  -0.0384  0.0595  0.1071
Si  2.7345  5.469  0.6835  -0.0639  -0.0088  -0.0066
Si  8.2035  5.469  0.6835  0.0243  0.1225  -0.0003
Si  0  8.2035  0.6835  -0.0132  0.0657  0.1339
Si  5.469  8.2035  0.6835  0.036  0.1136  0.1203
Si  4.0977  1.3782  2.0669  -0.0005  -0.001  0.0003
Si  9.5921  1.3522  2.0466  0.0025  -0.0008  -0.0005
Si  1.3535  4.1357  2.059  -0.0023  0.001  -0.0001
Si  6.8246  4.1356  2.0476  -0.0017  0.0005  -0.0012
Si  4.0891  6.8473  2.0482  0.0005  0.0016  -0.0003
Si  9.5743  6.8392  2.0676  0.0007  -0.0012  0.0001
Si  1.3633  9.5984  2.0586  -0.0016  0  -0.0007
Si  6.8285  9.6115  2.0508  -0.0041  -0.001  -0.0005
Si  0.031  0.035  3.4759  -0.0008  -0.0004  -0.0027
Si  5.4853  0.0405  3.4574  0.001  0.0012  -0.0009
Si  2.719  2.7726  3.4092  0.0029  -0.001  0.0011
Si  8.253  2.7821  3.3474  -0.0019  -0.0002  0.006
Si  0.0295  5.518  3.4795  -0.0006  -0.0002  -0.0028
Si  5.4728  5.5264  3.4332  0.0014  -0.0018  0.0003
Si  2.7384  8.2409  3.4059  0.0012  -0.001  0.0016
Si  8.2429  8.2864  3.3908  0.0003  -0.0024  0.002
Si  1.3792  1.455  4.8503  0.0016  0.0009  0.0006
Si  6.9112  1.476  4.7374  0.001  0.0012  0
Si  4.0639  4.1542  4.7683  0.0006  -0.0006  0
Si  9.5996  4.0837  4.7864  -0.0013  -0.0007  -0.0007
Si  1.3693  6.9728  4.8517  0.0008  0.0013  0.0004
Si  6.8423  6.9876  4.7366  0.0013  0.0001  -0.0001
Si  4.096  9.5769  4.7979  -0.0004  -0.0001  0.0001
Si  9.624  9.5782  4.8472  0.0005  -0.001  0.001
Si  2.7602  0.0387  6.1493  -0.0001  -0.0014  0.0015
Si  8.2974  0.1194  6.1011  -0.0016  0.0008  -0.0006
Si  0.018  2.7991  6.3101  0  0.0005  0.0004
Si  5.5171  2.8386  6.0842  0.0004  -0.0005  -0.0003
Si  2.7563  5.5926  6.1505  0.0003  -0.001  0.0009
Si  8.2555  5.5987  5.9691  -0.0006  0.0005  -0.0002
Si  0.0511  8.3062  6.3817  0  0.0007  0.001
Si  5.5009  8.3014  6.2285  -0.0002  -0.0006  0.0002
Si  4.426  1.1831  7.3418  0.0009  -0.001  -0.0023
Si  9.8136  1.1524  7.6295  0.0007  -0.0009  0.0009
Si  1.1812  4.5006  7.5151  -0.0001  0.0008  0.0005
Si  6.6458  4.5443  7.2633  -0.0011  0.0003  -0.0021
Si  4.3265  6.708  7.5528  0.0003  -0.0014  -0.0006
Si  9.7323  6.6133  7.5139  0.0008  -0.0003  -0.0006
Si  1.2842  9.9432  7.7152  -0.0003  -0.0006  -0.0022
Si  6.7228  9.963  7.4201  -0.0004  0.0008  -0.0001
O  4.1108  6.8091  24.0455  -0.0042  0.005  -0.006
O  4.0266  1.2629  24.0321  -0.0047  -0.0003  0.0026
O  9.5479  6.7127  23.9062  -0.0141  0.0077  0.0012
O  -0.0235  5.543  8.028  -0.0003  -0.0009  -0.0001
O  5.5725  0.1231  7.9202  0.0002  0.0003  0.0013
O  0.0749  0.0929  8.1583  -0.0001  0.0005  0.0003
O  5.5354  5.6134  7.8941  0.0001  0.0004  0.0016
O  7.6051  3.9708  8.4586  0.0003  -0.0003  0.0006
O  8.7339  7.0486  8.7793  -0.0003  0.0002  0.0005
O  2.1848  9.4601  9.0565  0.0003  -0.0002  0.0007
O  8.8964  1.6832  8.9317  -0.0005  0.0005  0.0004
O  7.6148  9.4682  8.7231  0.0002  -0.0004  0.0005
O  3.6173  1.8189  8.6212  -0.0004  0.0004  0.0013
O  3.5928  7.2295  8.9626  -0.0002  0.0005  0.0011
O  2.067  4.0029  8.8289  0.0003  -0.0003  0.0003
O  7.9059  3.6988  23.6665  -0.0039  0.0139  -0.0215
O  0.4179  4.9255  22.9727  -0.0003  -0.0016  -0.0003
O  1.9083  2.7555  23.2578  0.0026  -0.002  0.0059
O  5.6354  4.9156  23.0671  0.0019  -0.0031  -0.0065
O  5.5967  10.0603  23.5412  -0.0007  -0.0014  0.0028
O  2.594  8.65  22.9996  -0.002  0.0027  -0.0045
O  0.3718  9.898  23.3672  0.0058  -0.0054  0.004
O  7.7884  8.5415  23.069  0.001  -0.0022  0.008
Si  8.6534  7.68  18.5192  0.0003  0  -0.0002
Si  8.7897  6.3492  13.6635  0.0001  -0.0005  -0.0005
Si  3.8032  1.529  14.7692  -0.0004  -0.0003  -0.0001
Si  2.1296  5.7255  17.6722  0  -0.0002  0.0001
Si  2.3802  3.1142  19.5252  0.0008  -0.0008  -0.001
Si  9.8146  9.0221  12.1083  -0.0002  -0.0003  -0.0007
Si  1.4067  9.3632  22.1601  0.005  -0.0054  -0.002
Si  9.1783  0.9526  13.2406  0.0001  -0.0003  -0.0006
Si  1.429  5.0451  13.0668  -0.0002  -0.0003  -0.0004
Si  1.7977  8.2473  12.8441  0.0001  -0.0004  -0.001
Si  6.682  9.566  22.4548  -0.0009  0.0028  -0.0031
Si  4.5301  4.5902  15.7558  0.0002  -0.0003  -0.0003
Si  8.215  3.0202  9.6037  0.0003  -0.0003  -0.0003
Si  0.8401  8.2097  19.3449  0.0002  0  0
Si  6.9715  1.3374  21.1455  -0.0006  0.0026  -0.0003
Si  8.2266  8.3117  9.6936  0  -0.0002  -0.0006
Si  10.8895  5.1998  15.6471  0.0003  -0.0005  -0.0002
Si  7.5768  9.4791  16.3733  -0.0001  -0.0004  0.0001
Si  9.9176  2.0542  20.3412  -0.0007  -0.0005  -0.0002
Si  3.2204  8.5134  9.9384  0.0003  -0.0001  -0.0011
Si  6.6848  3.3501  17.492  -0.0004  -0.0012  -0.0005
Si  1.127  0.1838  19.8744  0.0006  0.0001  -0.0017
Si  3.2428  2.8078  12.327  0.0003  -0.0001  -0.0006
Si  7.2029  5.3852  19.7831  -0.0001  -0.0002  -0.0015
Si  5.7526  8.6578  11.5788  0  -0.0005  -0.0008
Si  5.7903  6.0607  13.2387  -0.0001  -0.0003  -0.0007
Si  4.6382  9.6886  17.6705  -0.0002  0.0002  0.0008
Si  0.9862  3.5849  22.2154  -0.0018  0.0017  -0.0005
Si  4.8849  1.4697  18.8719  0  -0.0007  0
Si  3.1984  3.0798  9.5416  0.0004  0  -0.0009
Si  6.4598  10.7981  13.8397  0.0003  -0.0004  -0.0006
Si  10.3522  0.1101  16.018  -0.0001  -0.0004  -0.0002
Si  5.6661  3.6508  11.1811  0.0002  -0.0002  -0.0009
Si  9.8438  3.8852  11.9416  -0.0002  -0.0003  -0.0005
Si  2.3468  9.9161  15.5836  0.0002  -0.0002  -0.0002
Si  6.0662  8.123  19.8644  -0.0003  0.0008  -0.0007
Si  6.8212  3.9955  22.4626  -0.0008  -0.0106  -0.0025
Si  9.7581  2.7796  17.4211  -0.0002  -0.0004  0
O  7.2009  6.3678  14.0117  -0.0001  -0.0003  0.0008
O  1.8747  7.0235  18.7456  0.0001  -0.0005  0.0003
O  10.2815  4.0294  16.5605  0.0003  0  0.0005
O  6.174  9.9442  17.1085  0  -0.0004  0.0007
O  10.1543  0.6918  14.5128  0  -0.0002  0.0007
O  8.4344  6.1015  18.9557  -0.0004  -0.0007  0.001
O  5.1778  0.6684  14.4753  0  -0.0002  0.001
O  5.7168  2.0498  17.604  0.0006  0.0002  0.0006
O  8.3246  1.9732  20.5496  -0.0024  -0.0005  0.0006
O  1.9811  4.2604  18.4167  -0.0001  0  0.0002
O  6.9689  2.8003  10.6611  -0.0003  -0.0001  0.0006
O  4.8779  2.6967  12.2445  -0.0001  -0.0004  0.0007
O  6.0239  4.3865  16.4177  -0.0002  0  0.0003
O  4.5635  3.9198  9.9699  -0.0001  -0.0002  0.0005
O  10.6403  2.7268  21.6473  0.0002  -0.0004  0.0011
O  9.7282  6.1557  15.0003  0  -0.0003  0.0006
O  6.0054  6.4876  19.9524  0.0004  -0.0011  0.0015
O  4.0892  0.1492  18.3397  0.0004  -0.0009  0.0008
O  9.2628  10.5445  12.3141  -0.0001  -0.0004  0.0008
O  2.861  4.3487  12.7468  0.0001  -0.0004  0.0005
O  1.8337  10.7073  21.3128  0.0003  0.0024  -0.0002
O  3.962  2.6987  19.4452  -0.0003  -0.0003  0.0003
O  0.737  10.0402  16.0168  0  -0.0003  0.0008
O  1.2685  9.7709  18.9255  0.0002  -0.0008  0.0004
O  1.6917  1.6231  19.3277  -0.0001  0.0001  0.0005
O  8.948  10.3715  16.5452  0  -0.0002  0.0005
O  4.8738  8.5524  18.8287  0.0002  0  0.0005
O  9.5693  8.7532  10.5157  -0.0001  -0.0001  0.0006
O  6.7149  4.0934  18.9402  0.0003  0.0002  0.0019
O  2.8543  1.7114  13.4396  -0.0001  -0.0005  0.0005
O  5.8062  8.82  21.3031  0.0008  -0.0006  0.0008
O  2.5463  2.4475  10.9038  -0.0003  -0.0005  0.0009
O  7.5919  4.8126  21.2725  0.0004  -0.001  0.0031
O  5.2148  7.4654  12.5897  0.0001  -0.0004  0.0009
O  0.4321  9.0558  12.5302  0  -0.0005  0.0007
O  7.5887  1.0382  13.6308  -0.0002  -0.0004  0.0008
O  7.1134  9.6128  14.801  0.0001  -0.0002  0.0007
O  8.9804  5.0189  12.7327  -0.0001  -0.0001  0.001
O  8.1019  8.0201  16.9846  -0.0001  -0.0004  0.0002
O  6.2608  2.5252  22.0253  0.0059  0.0035  0.0005
O  2.4535  9.0604  14.1468  -0.0001  -0.0001  0.001
O  0.4285  4.4735  11.9101  0.0002  -0.0003  0.0011
O  0.8291  8.2867  21.0231  -0.001  -0.0003  0.0004
O  9.3945  3.8177  10.3846  0.0001  -0.0003  0.0006
O  9.6558  2.3745  12.5751  0  -0.0005  0.001
O  7.6141  8.5543  19.4576  -0.0003  -0.0004  0.001
O  2.5524  8.1687  11.3933  -0.0004  -0.0002  0.0011
O  3.9917  3.0453  15.4175  -0.0001  -0.0003  0.0004
O  0.8468  4.488  14.4856  0.0001  -0.0001  0.0011
O  10.0879  3.0014  19.011  0.0001  0.0001  0.0001
O  9.1453  7.7929  12.9728  0  -0.0004  0.0006
O  10.4731  0.5214  20.1236  -0.0002  -0.0003  0.0018
O  6.0349  5.0307  11.9733  0  -0.0002  0.0006
O  8.1504  2.7562  17.1097  0  -0.0002  0.0008
O  3.528  5.4691  16.7696  0.0003  -0.0003  0.0004
O  4.6691  9.1304  10.4272  -0.0001  -0.0003  0.0007
O  1.5404  6.6672  13.2106  0  -0.0004  0.0005
O  4.7724  5.4779  14.3914  0  -0.0003  0.0008
O  1.9686  3.8421  20.9298  0.0004  -0.0003  0.0009
O  10.5373  1.4064  16.9973  -0.0001  -0.0003  0.0005
O  0.9382  6.0668  16.6057  -0.0003  -0.0005  0.0004
O  7.4241  10.9326  21.9431  -0.0009  -0.0016  0.0012
O  5.904  0.9143  20.0092  0.0011  0.0011  0.0037
O  6.0816  10.008  12.4529  0  -0.0001  0.0009
O  2.8515  0.5384  15.638  -0.0002  -0.0004  0.0001
O  7.0537  8.0062  10.8019  -0.0003  -0.0001  0.0007
O  10.24  7.9871  18.7817  -0.0003  -0.0004  0.0008
O  3.4496  9.1915  16.6189  -0.0002  -0.0004  0.0005

Results
free energy: -135978.377 eV
free energy less fixed offsets of B -154.04, O -568.88, Si -635.61 eV per atom: -1.697 eV

The program warned: the cutoff lies below the one the program advises for these potential files; the exchange-correlation potential is rough where the density is thin.
